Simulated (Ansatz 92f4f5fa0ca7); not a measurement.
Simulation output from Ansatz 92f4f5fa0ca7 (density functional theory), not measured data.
Periodic cell of 273 atoms, Si166O106B1, from a study of silicon, its oxide and their interface. The atomic structure is a simulated model.
Doubt: the cutoff is far below the 930 eV that the study's wrapper takes by default for these files, so forces and energies are approximate.
This geometry differs little from another in the collection (a relaxation step or a small displacement).

Settings: functional PBE; potential files Ansatz PAW; basis plane waves; wave-function cutoff 580 eV; density cutoff ratio 5; exchange-correlation grid ratio 1; k mesh 1 x 1 x 1, Gamma-centred; self-consistency stop 5e-08 eV per atom in the density residual; occupations fixed; spin none; net charge -1 e, with a uniform compensating background and no finite-size correction.

Cell vectors (angstrom)
a, 11.6015, 0, 0
b, 0, 13.3963, 0
c, 0, 0, 29.8085

Atoms and the computed forces on them: element, x, y, z (angstrom), force x, y, z (eV/angstrom)
Si, 11.5546, 0.1695, 22.9205, -0.0002, -0.0063, -0.0156
Si, 3.908, 0.1481, 23.053, -0.0044, -0.0058, -0.0114
Si, 7.6796, 0.1128, 23.1726, 0.0102, -0.0061, -0.0085
Si, 2.0718, 3.4596, 22.8916, -0.002, 0.0012, -0.0139
Si, 5.9054, 3.6891, 23.0038, 0.0031, 0.004, -0.0097
Si, 9.763, 3.5347, 23.0385, -0.0068, 0.0015, -0.0113
Si, 11.6743, 6.8739, 23.0921, -0.0043, 0.0109, -0.0082
Si, 3.9624, 7.0403, 23.2027, 0.0077, 0.0094, -0.0072
Si, 7.8018, 6.8906, 23.2535, -0.0083, 0.0013, -0.0122
Si, 2.0405, 10.2351, 23.2706, -0.005, 0.0068, -0.0109
Si, 5.865, 10.0935, 23.3263, -0.0045, -0.0031, -0.0112
Si, 9.8505, 10.0817, 23.2517, 0.0055, 0.001, -0.0102
Si, 11.7008, 2.3791, 23.7548, 0.004, 0.003, 0.0027
Si, 4.0016, 2.4045, 23.7511, 0.0026, -0.0003, 0.0007
Si, 7.7896, 2.414, 23.778, -0.0027, -0.0009, 0.0004
Si, 2.0376, 5.711, 23.7138, -0.0027, -0.0056, 0.0023
Si, 5.8409, 5.8129, 23.9964, 0.0012, -0.0021, -0.0029
Si, 9.7478, 5.7292, 23.9044, 0.0061, -0.002, -0.0013
Si, 11.7597, 9.0389, 24.0746, 0.0011, -0.0082, 0.0007
Si, 3.9114, 9.1341, 24.2178, 0.0021, -0.0047, -0.0026
Si, 7.8555, 9.0806, 24.0548, 0.0021, -0.0021, -0.0008
Si, 1.9068, 12.4945, 23.8485, 0.0028, 0.0056, 0.0016
Si, 5.7769, 12.373, 23.9427, 0.0011, 0.0045, -0.0021
Si, 9.6992, 12.3847, 23.8277, -0.0116, 0.0064, -0.0004
Si, 11.6493, 2.2786, 26.1718, 0, 0.0049, -0.001
Si, 3.9173, 2.3023, 26.1592, -0.0005, 0.0029, 0.003
Si, 7.7588, 2.3145, 26.1833, 0.0046, 0.004, 0.0019
Si, 1.9801, 5.6303, 26.1544, 0.0015, 0.0047, 0.0017
Si, 5.8241, 5.6775, 26.3381, -0.0004, 0.0011, 0.0018
Si, 9.7116, 5.6373, 26.2724, 0.0001, 0.0017, 0.003
Si, 11.6737, 9.0094, 26.4119, 0.0011, 0.0082, 0.0008
Si, 3.886, 9.0128, 26.516, -0.0013, 0.0019, 0.0006
Si, 7.7986, 8.994, 26.3865, -0.0017, -0.0001, 0.0039
Si, 1.8884, 12.3419, 26.2664, 0.0038, -0.0013, -0.0023
Si, 5.7951, 12.3233, 26.2994, -0.0007, -0.0049, 0.0072
Si, 9.7325, 12.3067, 26.2428, 0.0119, -0.0055, 0.0014
Si, 1.9829, 1.1745, 27.0033, 0.0027, -0.002, -0.003
Si, 5.8278, 1.1836, 27.012, -0.001, -0.0021, -0.0013
Si, 9.6877, 1.1632, 26.9791, -0.0053, 0.0001, -0.0026
Si, 11.6529, 4.4976, 26.9995, -0.0009, -0.0018, -0.0041
Si, 3.8878, 4.5051, 27.0114, 0.0004, -0.0026, -0.0012
Si, 7.7598, 4.5184, 27.0501, -0.0011, -0.0041, -0.0016
Si, 1.9588, 7.8066, 27.1299, 0.0006, -0.0068, -0.0055
Si, 5.8524, 7.8873, 27.1687, 0.001, -0.0057, -0.0061
Si, 9.7308, 7.8473, 27.1044, 0, -0.0043, -0.0029
Si, 11.6171, 11.2221, 27.2953, -0.0133, 0.0011, -0.0286
Si, 3.8453, 11.2777, 27.1251, 0.0009, 0.0057, -0.005
Si, 7.7676, 11.2461, 27.0587, -0.0048, 0.006, -0.0045
Si, 1.9042, 1.048, 29.3871, -0.0028, 0.0072, -0.0007
Si, 5.7944, 1.1344, 29.4018, -0.0033, 0.0028, -0.001
Si, 9.6986, 1.0568, 29.3752, 0.004, 0.0042, -0.0014
Si, 0.0125, 4.4478, 29.3918, 0.0009, 0.0006, -0.0022
Si, 3.8469, 4.4483, 29.3797, -0.0022, 0.0026, 0.0005
Si, 7.7438, 4.4673, 29.4204, 0.0022, 0.003, 0.0002
Si, 1.9172, 7.8517, 29.4777, 0.0005, -0.003, 0.0076
Si, 5.828, 7.8198, 29.5152, 0.0011, 0.0047, 0.0057
Si, 9.7094, 7.871, 29.4492, -0.0006, -0.0016, 0.0067
B, 0.0008, 11.1679, 29.3765, 0.0357, -0.0304, 0.0708
Si, 3.8113, 11.1903, 29.4722, 0.0005, -0.0062, 0.0142
Si, 7.8051, 11.1689, 29.4091, -0.0004, -0.0089, 0.0119
Si, -0.0094, -0.2638, 0.2398, -0.0022, -0.0065, -0.0104
Si, 3.8686, 0.0122, 0.4369, 0.0054, -0.0079, -0.0002
Si, 7.7176, -0.0085, 0.3722, -0.0026, -0.0072, -0.0006
Si, 1.9308, 3.2834, 0.3512, 0.0059, -0.0036, -0.0054
Si, 5.7848, 3.3559, 0.4122, 0.0005, -0.0021, 0.0031
Si, 9.6685, 3.305, 0.3546, -0.0063, -0.001, -0.0028
Si, -0.0039, 6.6761, 0.3975, -0.0005, 0.0015, -0.0037
Si, 3.8585, 6.6808, 0.3832, -0.0043, -0.0032, -0.0049
Si, 7.7862, 6.7054, 0.4262, 0.0041, -0.0033, -0.0012
Si, 1.7206, 10.1774, 0.2736, -0.0354, 0.0263, -0.0214
Si, 5.8216, 10.089, 0.4031, 0, 0.0142, -0.0081
Si, 9.8892, 10.1723, 0.2666, 0.0046, 0.0183, -0.0182
Si, 11.5452, -0.088, 2.6202, 0.0023, 0.0021, -0.0013
Si, 3.8349, -0.0761, 2.8296, 0.0008, 0.0024, -0.0021
Si, 7.6672, -0.103, 2.7536, -0.0037, 0.0027, 0.0004
Si, 1.9258, 3.2548, 2.7082, -0.0017, 0.0021, -0.0008
Si, 5.7471, 3.2703, 2.8102, -0.0006, 0.0003, -0.002
Si, 9.6037, 3.2951, 2.7283, 0.002, 0.0039, 0
Si, 11.5708, 6.6328, 2.7554, 0, -0.0022, -0.0013
Si, 3.8649, 6.6077, 2.7263, -0.0004, -0.0005, 0.0004
Si, 7.7455, 6.637, 2.7857, 0.0006, 0.0012, -0.0014
Si, 1.8979, 10.013, 2.6497, 0.0028, -0.0056, -0.0009
Si, 5.8253, 10.0394, 2.769, 0.0022, 0.0003, -0.002
Si, 9.702, 9.9893, 2.6453, 0.0007, -0.0053, 0.0017
Si, 11.5522, 2.1563, 3.376, 0.0002, -0.0053, 0.0023
Si, 3.8082, 2.1246, 3.65, 0.0043, 0.0015, 0.0037
Si, 7.6818, 2.1053, 3.5365, -0.0031, 0.001, 0.0018
Si, 1.9029, 5.4841, 3.4544, 0.0027, -0.002, 0.0023
Si, 5.804, 5.524, 3.5634, -0.0007, -0.003, 0.0028
Si, 9.6582, 5.5036, 3.6068, -0.0032, -0.0055, 0.0039
Si, 11.6104, 8.8799, 3.5224, -0.0007, 0.0045, 0.0034
Si, 3.8697, 8.876, 3.3662, -0.005, 0.0052, 0.0042
Si, 7.7692, 8.8905, 3.5044, 0.0018, 0.0034, 0.0024
Si, 1.8405, 12.2165, 3.5191, -0.0011, -0.0003, 0.005
Si, 5.7569, 12.2138, 3.7429, 0.0016, 0.0006, 0.0047
Si, 9.6293, 12.1854, 3.4752, 0.0005, -0.0021, 0.0045
Si, 11.4778, 2.135, 5.7071, -0.0035, 0.0017, 0.0014
Si, 3.7257, 2.0266, 6.0707, -0.0005, 0.0006, -0.0023
Si, 7.6057, 1.9641, 5.9086, -0.0029, 0.001, 0.0008
Si, 1.8774, 5.3963, 5.7884, 0.0005, -0.0003, 0.0018
Si, 5.8018, 5.4636, 5.9354, 0.0023, 0.003, 0.0015
Si, 9.623, 5.4323, 6.0056, 0.0012, 0.0011, -0.0014
Si, 11.6362, 8.7919, 5.9023, 0.0012, -0.0061, 0.0009
Si, 3.9016, 8.7917, 5.6946, 0.0014, -0.0069, 0.0019
Si, 7.7831, 8.8154, 5.8862, -0.0004, -0.0033, 0.0016
Si, 1.7732, 12.1521, 5.8943, 0.0019, -0.0033, -0.0004
Si, 5.7176, 12.1123, 6.2443, -0.0014, -0.001, -0.0034
Si, 9.5839, 12.1024, 5.8342, -0.0044, -0.0012, 0.0009
Si, 1.6283, 0.9657, 6.7125, -0.008, 0.0013, 0.0085
Si, 5.6679, 0.9809, 7.0035, -0.001, 0.0013, 0.016
Si, 9.6334, 0.928, 6.5673, 0.0129, -0.0023, 0.0056
Si, 11.5737, 4.294, 6.6894, 0.0051, -0.0026, 0.0097
Si, 3.8243, 4.3188, 6.5576, -0.0056, -0.0038, 0.0076
Si, 7.691, 4.1727, 6.6202, -0.001, -0.0038, 0.0067
Si, 2.0264, 7.6238, 6.4858, 0.003, 0.0096, 0.0077
Si, 5.8271, 7.7434, 6.6627, -0.0004, 0.0063, 0.0097
Si, 9.7189, 7.6997, 6.7091, -0.0029, 0.0058, 0.0079
Si, 11.4474, 10.9844, 6.7597, -0.0009, 0.0034, 0.0142
Si, 3.6486, 10.9316, 6.6268, -0.0068, 0.0007, 0.0105
Si, 7.7599, 10.9724, 6.8462, 0.0071, -0.0037, 0.0087
O, 9.8973, 7.8939, 8.3764, 0.0042, 0.001, -0.0165
O, 9.9018, 0.8268, 8.2219, -0.0099, 0.0002, -0.0105
O, 1.0311, 0.9207, 8.3042, 0.01, -0.0002, -0.0112
O, 3.0853, 10.557, 8.15, 0.0057, 0.0011, -0.0188
O, 5.8155, 7.9186, 8.3351, -0.0021, -0.0062, -0.0171
O, 5.6079, 1.1776, 8.6965, -0.0027, 0.0022, -0.0222
O, 3.7691, 4.3293, 8.2094, -0.0016, -0.0019, -0.0201
O, 7.6426, 3.726, 8.2501, 0.0011, -0.0016, -0.0161
O, 0.0556, 4.2462, 8.368, -0.0029, 0.0025, -0.0181
O, 11.1482, 10.9405, 8.4178, 0.001, -0.002, -0.0203
O, 8.1235, 10.7688, 8.4905, 0.0013, 0.0006, -0.0183
O, 2.3805, 7.4937, 8.0946, -0.003, -0.0017, -0.0164
O, 11.4229, 0.1972, 21.2322, 0.0063, -0.0005, 0.021
O, 9.7499, 3.6391, 21.3682, -0.002, -0.0013, 0.0192
O, 4.1426, 7.5486, 21.6096, -0.0038, -0.008, 0.0092
O, 6.0043, 4.1826, 21.384, 0.0019, -0.0023, 0.0166
O, 5.7599, 9.752, 21.6859, 0.0038, 0.0052, 0.0122
O, 2.1544, 3.3922, 21.2035, -0.0043, 0.0017, 0.0202
O, 7.3742, 13.4342, 21.5262, -0.0042, 0.0049, 0.0145
O, 3.9982, 0.1434, 21.3822, 0.0036, 0.0016, 0.0198
O, 7.7467, 6.9654, 21.5979, 0.0035, -0.0031, 0.0148
O, 2.1214, 10.1759, 21.6131, -0.0012, -0.0039, 0.0189
O, 11.5709, 6.9954, 21.4219, -0.0006, -0.0013, 0.0167
O, 10.1632, 9.6458, 21.6555, 0.0009, -0.0019, 0.0157
Si, 11.5772, 6.449, 11.2679, 0.0012, 0.0005, -0.0028
Si, 1.5639, 10.3648, 16.2532, 0.0015, 0.0012, 0.0049
Si, 0.2246, 3.6809, 9.887, 0.0021, 0.0008, 0.0049
Si, 8.0917, 12.8579, 20.1955, -0.0004, -0.0016, -0.0057
Si, 2.8397, 10.4622, 9.7412, 0.0008, 0.0033, 0.0038
Si, 2.5755, 10.3939, 20.0755, -0.0035, 0.0021, -0.0086
Si, 10.3562, 3.7086, 19.8591, 0.0022, 0.0003, -0.0064
Si, 0.2448, 12.8037, 17.0965, 0.0009, -0.0026, -0.003
Si, 10.8173, 0.7008, 19.7916, -0.0037, -0.002, -0.0084
Si, 3.1543, 7.7483, 16.2211, 0.0013, 0.0045, 0.0005
Si, 0.3426, 6.4945, 19.924, 0.0048, -0.0008, -0.0068
Si, 9.3792, 2.5252, 14.2893, 0.002, 0.0001, 0.0034
Si, 2.9047, 2.5447, 11.03, 0.0008, -0.0044, -0.0039
Si, 5.125, 11.989, 15.3652, -0.0003, -0.0005, -0.0001
Si, 4.9457, 8.6836, 20.741, -0.0008, -0.0005, -0.0075
Si, 3.6075, -0.3928, 11.28, -0.0049, -0.0003, -0.0043
Si, 5.5773, 8.8915, 14.783, 0.0008, 0.0025, 0.0002
Si, -0.1668, 11.3144, 9.9853, -0.0002, -0.0035, 0.0065
Si, 9.4624, 10.0121, 20.2366, -0.0006, 0.0052, -0.006
Si, 3.4532, 0.0474, 19.8504, 0.0013, 0.0007, -0.0067
Si, 7.4653, 4.7013, 9.5319, 0.0005, 0.0035, 0.0095
Si, 2.3662, 12.3585, 14.1608, -0.0012, 0.0002, 0.0021
Si, 6.1846, 0.5907, 10.1298, 0.0044, -0.0033, 0.0088
Si, 2.7991, 2.9052, 19.7693, 0.004, -0.0023, -0.0046
Si, 5.7128, 4.4558, 13.6488, -0.0009, 0.002, -0.0018
Si, 7.4686, 0.2167, 15.6049, 0.0005, -0.0024, 0.0012
Si, 9.6061, 11.3453, 15.2002, -0.0026, 0.0002, 0.0045
Si, 1.9823, 6.5673, 13.5338, 0.0024, -0.0021, -0.0018
Si, 2.8352, 3.5308, 14.0046, -0.0003, 0.0021, 0.0023
Si, 11.7106, 9.1686, 18.4269, 0.0009, 0.0012, 0.0004
Si, 11.2281, 0.8719, 9.1784, 0.0005, 0.0012, 0.0075
Si, 9.1237, 7.3245, 9.6898, -0.0021, -0.0014, 0.0064
Si, 8.6735, 8.5593, 14.568, -0.0006, 0.0007, 0.0024
Si, 4.7723, 7.1731, 12.3305, -0.0005, 0.0002, 0.0023
Si, 2.977, 5.6286, 18.748, -0.0014, 0.0046, 0.0023
Si, 2.5372, 7.4053, 9.6893, -0.0033, -0.0021, 0.0027
Si, 6.2619, 8.4317, 9.8157, 0.0002, 0.0023, 0.0038
Si, 4.3286, 4.7624, 9.6496, 0.0011, 0.0014, 0.0072
Si, 9.3599, 10.4961, 12.268, -0.0014, -0.0037, 0.0026
Si, 5.9471, 13.0317, 17.9823, 0.0023, -0.0008, -0.0024
Si, 7.9868, 4.9396, 18.3705, 0, -0.0017, 0.0023
Si, 8.3023, 5.4115, 15.2043, 0.0023, 0.002, -0.0057
Si, 7.3304, 11.0733, 9.9014, -0.0043, 0.0005, 0.0077
Si, 5.3941, 4.2058, 19.8686, -0.0028, 0.0029, -0.0046
Si, 0.7797, 1.4928, 15.0366, -0.0008, 0.0006, -0.0011
Si, 7.5553, 7.5336, 20.0979, 0.0045, -0.0004, -0.0034
Si, 7.64, 2.7942, 11.8554, 0.0008, -0.0012, 0.0011
O, 3.4529, 6.086, 10.0886, 0.0002, -0.0021, 0.0032
O, 1.9401, 2.6618, 15.0721, 0.0011, 0.001, -0.0025
O, -0.3642, 12.9437, 10.1551, 0.0003, 0.004, 0.0006
O, 8.369, 8.9021, 19.8303, -0.0014, -0.0028, -0.0032
O, 2.4235, 1.315, 19.524, 0.0009, 0.0014, -0.0036
O, 8.1492, 5.3092, 16.8057, -0.0011, -0.0012, 0.0076
O, 2.7334, 11.9822, 19.7059, -0.0003, -0.0024, -0.0032
O, 7.1516, 8.7631, 15.1122, -0.0008, -0.001, -0.0022
O, 1.2805, 0.1885, 14.172, 0, -0.0002, 0.0015
O, 4.4034, 3.8238, 14.4379, -0.0001, -0.0003, -0.0005
O, 4.241, 3.4196, 10.616, 0.002, 0.0065, 0.0018
O, 10.9468, 2.0813, 14.4855, -0.0004, 0.0001, -0.0001
O, 11.3789, 4.8421, 10.9583, 0.0005, -0.0054, 0.0006
O, 10.8383, 12.0208, 16.0434, 0.0038, 0.0023, 0.0005
O, 8.9337, 6.9102, 14.7679, -0.0004, -0.0013, 0.0008
O, 1.7796, 3.3573, 10.2064, -0.0067, 0.0025, 0.0051
O, 8.4635, 5.9279, 9.2069, -0.0017, -0.002, 0.0011
O, 11.1479, 2.2983, 19.5411, -0.0011, 0.002, -0.0034
O, 5.4105, 7.6122, 10.912, 0.0054, 0.0047, -0.0029
O, 11.4252, 7.5919, 18.8013, 0.0008, -0.0053, -0.0002
O, 7.8679, 8.2614, 10.1305, 0.0006, -0.001, 0.0031
O, 10.1336, 7.1581, 10.9643, -0.0046, 0.0018, -0.0001
O, 9.215, 4.1142, 14.7248, -0.001, 0, 0.0004
O, 8.8413, 11.4703, 20.5245, 0.0019, -0.0022, -0.002
O, 10.5831, 10.5211, 11.1616, 0.0062, 0.0039, -0.0036
O, 8.3557, 12.2411, 15.7554, -0.0005, 0.001, -0.0033
O, 4.4439, 2.8825, 19.7997, 0, 0.0003, -0.0039
O, 4.6568, 0.222, 18.7603, -0.0088, 0.0011, 0.0021
O, 10.4893, 10.0908, 18.9781, -0.0058, 0.0001, 0.0015
O, 6.7957, 0.6917, 17.0367, -0.0019, -0.0009, -0.0002
O, 0.5121, 6.7445, 12.8059, -0.0036, -0.0008, -0.0026
O, 1.0505, 7.1377, 10.2745, 0.0061, 0.0032, 0.002
O, 3.1382, 7.1826, 12.5427, 0.002, 0.0005, 0.002
O, 3.9587, 9.5684, 19.7935, 0.0038, -0.0039, 0
O, 6.7855, 5.2015, 14.6233, -0.0012, -0.0008, 0.0013
O, 0.572, 0.9142, 16.5471, -0.0008, -0.0016, -0.0005
O, 1.5422, 11.7841, 17.1087, -0.0001, 0.0014, -0.0048
O, 5.3731, 8.3221, 13.2905, -0.0013, -0.0035, -0.0012
O, 2.9764, 12.3763, 12.6489, 0.0037, 0.0018, -0.0043
O, 6.4291, 3.2066, 12.8812, 0.0032, -0.0021, 0
O, 2.7922, 9.3191, 16.5771, 0.0001, -0.0013, -0.0036
O, 6.0001, 7.8996, 19.7743, -0.0035, 0.0025, -0.0012
O, 1.9627, 6.3967, 19.7635, -0.0038, 0.0016, -0.0026
O, 1.4629, 9.6841, 19.1465, 0.0088, 0.0044, 0.001
O, 9.4742, 9.7143, 15.467, 0.0009, 0.0003, -0.0031
O, 3.0981, 8.8895, 10.1863, -0.0006, -0.0004, 0.0041
O, 8.9895, 9.0395, 13.0042, 0.0009, 0.0028, -0.0002
O, 2.1444, 7.3103, 14.9873, 0.0001, -0.0011, -0.0006
O, 9.1546, 3.885, 18.7782, 0.0054, -0.0017, -0.0008
O, 4.7268, 7.9026, 15.7816, -0.0011, -0.0016, -0.002
O, 7.2395, 1.5982, 10.8414, -0.0042, -0.0056, -0.0006
O, 8.1152, 6.3702, 19.1233, -0.0011, 0.0077, -0.0012
O, 5.9084, 5.1633, 9.6252, 0.0017, -0.0002, 0.0028
O, 6.9904, -0.9248, 19.0786, 0.0073, -0.0009, 0.0022
O, 11.0575, 2.2443, 10.0791, 0.0002, -0.005, 0.001
O, 8.9681, 2.3911, 12.7126, -0.0038, 0.0009, -0.0008
O, 9.7041, 11.5051, 13.5451, 0.0002, -0.0007, -0.0022
O, 6.5788, 4.2004, 18.7497, -0.0047, -0.0007, -0.0014
O, 6.0411, 10.0511, 9.9513, 0.0013, -0.0019, 0.0039
O, 1.3531, 10.8389, 10.27, -0.0015, 0.0002, 0.0028
O, 5.1613, 10.4737, 14.7591, -0.0002, -0.0005, 0.0006
O, 1.6851, 10.9113, 14.6692, -0.0002, 0.0003, 0.002
O, 11.3609, 13.0852, 18.6214, -0.0034, 0.0068, 0.0067
O, 5.4366, 11.85, 16.9686, 0.0004, 0.0028, 0.001
O, 8.0945, 10.9781, 11.3507, -0.0057, 0.0019, -0.0045
O, 11.317, 5.0136, 19.6617, -0.001, -0.0006, -0.0043
O, 8.3623, 1.4845, 15.0832, 0.0004, 0.0017, -0.0023
O, 2.4309, 4.0491, 18.6062, 0.0013, -0.0039, -0.0016
O, 3.7485, 11.6913, 10.3268, -0.0029, -0.008, 0.0038
O, 9.1828, 0.5772, 19.7228, 0.0003, -0.0013, -0.0032
O, 2.7706, 2.6474, 12.6442, 0.0008, -0.0022, -0.0052
O, 3.639, 12.6298, 15.1513, -0.0015, -0.0007, -0.0016
O, 7.9928, 4.0853, 10.9343, -0.0019, 0.0069, -0.0046
O, 5.1131, 0.2493, 11.3292, 0.0042, 0.0016, 0.0002
O, 4.4381, 5.4938, 19.4773, 0.0043, -0.0028, -0.0046
O, 6.1943, 13.0656, 14.6908, -0.0002, 0.0008, 0.0018
O, 3.0532, 6.5688, 17.3786, -0.0005, -0.0068, 0.0047
O, 2.7784, 0.9293, 10.7168, -0.0004, 0.0014, 0.0059
O, 0.2889, 9.4503, 16.8075, -0.0025, -0.0022, 0.0039
O, 5.2313, 5.6307, 12.6216, -0.0015, 0.004, 0.0026
O, 2.1292, 4.9695, 13.7764, -0.0006, 0.0006, 0.001
O, 6.9061, 12.6125, 9.7136, 0.001, 0.0009, 0.0032

Results
free energy: -165959.294 eV
free energy less fixed offsets of B -154.04, O -568.88, Si -635.61 eV per atom: 7.286 eV

The program warned: the cutoff lies below the one the program advises for these potential files; the exchange-correlation potential is rough where the density is thin.
